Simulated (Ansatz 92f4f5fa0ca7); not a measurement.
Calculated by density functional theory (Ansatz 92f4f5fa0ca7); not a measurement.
Periodic cell of 237 atoms, Si146O85H6, from a study of silicon, its oxide and their interface. The atomic structure is a simulated model.
Doubt: the cutoff is far below the 930 eV that the study's wrapper takes by default for these files, so forces and energies are approximate.
This geometry differs little from another in the collection (a relaxation step or a small displacement).

Settings: functional PBE; potential files Ansatz PAW; basis plane waves; wave-function cutoff 580 eV; density cutoff ratio 5; exchange-correlation grid ratio 1; k mesh 1 x 1 x 1, Gamma-centred; self-consistency stop 5e-08 eV per atom in the density residual; occupations fixed; spin none; net charge 0.

Cell vectors (angstrom)
a  11.6015  0  0
b  0  10.938  0
c  0  0  32.7636

Atoms: element, x, y, z (angstrom)
Si  -0.0058  -0.0564  24.2976
Si  3.9743  -0.0958  24.1416
Si  7.9091  -0.048  24.2465
Si  1.998  1.1592  24.1835
Si  5.9179  1.2287  24.0761
Si  9.7509  1.3754  24.4215
Si  0.232  5.6476  23.8887
Si  4.1098  5.4783  24.1481
Si  7.9002  5.5353  23.93
Si  2.1811  6.866  24.1417
Si  5.976  6.9325  24.0242
Si  9.8429  6.7815  24.2958
Si  1.9772  2.6879  25.9947
Si  5.8784  2.6756  25.9641
Si  9.7344  2.9059  26.1111
Si  0.1211  4.1582  25.8164
Si  3.9402  4.0385  26.0292
Si  7.7431  4.1418  25.9012
Si  2.0488  8.1684  26.0939
Si  5.8845  8.1525  26.0554
Si  9.7373  8.1691  26.1863
Si  0.0899  9.4864  26.1462
Si  3.9648  9.5337  26.0858
Si  7.7974  9.511  26.127
Si  0.0677  0.0299  27.972
Si  3.9371  0.0192  27.9568
Si  7.7969  0.0255  27.9672
Si  2.0031  1.3839  27.9464
Si  5.8686  1.3791  27.9378
Si  9.7334  1.3993  27.9451
Si  0.0779  5.4257  27.8773
Si  3.9219  5.4323  27.9455
Si  7.7659  5.4406  27.9137
Si  1.9989  6.7977  27.9745
Si  5.8442  6.7966  27.9681
Si  9.7239  6.755  28.0152
Si  1.9336  2.7345  29.8643
Si  5.8008  2.7345  29.8643
Si  9.6679  2.7345  29.8643
Si  0  4.1018  29.8643
Si  3.8672  4.1018  29.8643
Si  7.7343  4.1018  29.8643
Si  1.9336  8.2035  29.8643
Si  5.8008  8.2035  29.8643
Si  9.6679  8.2035  29.8643
Si  0  9.5708  29.8643
Si  3.8672  9.5708  29.8643
Si  7.7343  9.5708  29.8643
Si  0  0  31.7979
Si  3.8672  0  31.7979
Si  7.7343  0  31.7979
Si  1.9336  1.3673  31.7979
Si  5.8008  1.3673  31.7979
Si  9.6679  1.3673  31.7979
Si  0  5.469  31.7979
Si  3.8672  5.469  31.7979
Si  7.7343  5.469  31.7979
Si  1.9336  6.8362  31.7979
Si  5.8008  6.8362  31.7979
Si  9.6679  6.8362  31.7979
Si  1.9336  2.7345  0.9679
Si  5.8008  2.7345  0.9679
Si  9.6679  2.7345  0.9679
Si  0  4.1018  0.9679
Si  3.8672  4.1018  0.9679
Si  7.7343  4.1018  0.9679
Si  1.9336  8.2035  0.9679
Si  5.8008  8.2035  0.9679
Si  9.6679  8.2035  0.9679
Si  0  9.5708  0.9679
Si  3.8672  9.5708  0.9679
Si  7.7343  9.5708  0.9679
Si  -0.0438  -0.0347  2.9761
Si  3.7934  0.0327  2.8507
Si  7.7294  0.011  2.8812
Si  1.8535  1.3992  2.9157
Si  5.7494  1.3448  2.877
Si  9.6633  1.3653  2.894
Si  -0.0895  5.4644  2.9589
Si  3.7729  5.5084  2.9022
Si  7.6994  5.5031  2.8578
Si  1.8213  6.8711  2.9169
Si  5.7346  6.8179  2.8215
Si  9.6263  6.898  2.9918
Si  1.7976  2.8492  4.784
Si  5.6308  2.7421  4.7575
Si  9.5841  2.6829  4.8458
Si  -0.149  4.179  4.9789
Si  3.7611  4.1664  4.8472
Si  7.6321  3.9717  4.6256
Si  1.831  8.2833  4.8076
Si  5.7897  8.2797  4.6098
Si  9.6606  8.1522  5.0796
Si  -0.074  9.6775  5.0772
Si  3.8056  9.5746  4.718
Si  7.7508  9.551  4.7712
Si  -0.1492  0.2938  7.0298
Si  3.6224  0.0059  6.6086
Si  7.4577  0.0207  6.6179
Si  1.8481  1.5268  6.7085
Si  5.5629  1.3781  6.6649
Si  9.377  1.3966  6.8457
Si  0.067  5.4203  7.0662
Si  3.8639  5.6899  6.6843
Si  7.6725  5.2848  6.5056
Si  1.8487  6.9137  6.6951
Si  5.8858  6.8329  6.3927
Si  9.5098  6.6248  7.0536
O  12.259  4.5453  8.3829
O  7.0541  9.9631  7.8928
O  8.7422  7.2187  8.4462
O  3.2945  9.8772  7.8451
O  9.1979  2.3199  8.2356
O  7.5201  4.2659  7.8211
O  4.0709  5.1362  8.2605
O  -0.0818  10.7785  8.6606
O  2.2613  2.4608  8.0466
O  3.9417  9.8583  22.8004
O  5.8802  8.0087  22.7334
O  5.748  10.0279  20.882
O  4.2733  4.3838  22.8849
O  9.7481  7.7516  22.9745
O  0.2613  5.4302  22.2087
O  8.0962  4.8634  22.4093
O  11.1534  10.0221  22.9217
O  9.7247  2.1225  22.9329
Si  -0.6107  18.353  12.5403
Si  -0.0978  5.609  20.6077
Si  8.4654  0.4521  11.2805
Si  5.8837  -1.9831  16.8414
Si  8.4454  3.5681  8.9636
Si  -10.1886  7.0322  18.334
Si  -3.6409  10.8056  15.8557
Si  -0.1742  0.7405  10.0437
Si  -4.9893  10.0034  9.4564
Si  12.8445  2.8977  20.4117
Si  -6.1373  0.7527  16.9408
Si  -3.8142  3.209  11.8911
Si  9.7836  9.2544  22.4347
Si  1.4679  9.5914  11.5157
Si  5.7165  7.6272  14.2505
Si  4.9155  8.9889  21.838
Si  8.6886  4.6942  20.8859
Si  14.6646  4.672  11.5593
Si  4.8528  3.6779  16.6283
Si  10.1096  2.0051  21.3631
Si  4.6429  6.1806  9.3926
Si  1.3995  14.2358  9.1645
Si  1.5694  -4.9507  13.8147
Si  3.7288  9.2449  9.2723
Si  -6.2558  15.4225  13.5801
Si  8.4275  9.1035  13.3466
Si  7.5863  18.0481  9.6249
Si  3.9182  6.794  19.9161
Si  1.3932  9.7646  16.6416
Si  9.437  5.3424  11.0429
Si  -5.3331  10.1048  19.3418
Si  3.7864  4.2165  21.342
Si  1.9312  4.5376  16.505
Si  5.9448  4.6949  19.3397
Si  1.3133  1.6805  17.6937
Si  -2.2014  10.2277  19.8188
Si  10.571  -10.8291  17.2224
Si  2.9767  -2.2008  14.075
O  -7.0813  2.067  16.7878
O  7.482  15.7443  19.8143
O  -0.8741  6.2071  11.4662
O  9.5649  0.6824  20.6266
O  1.8165  5.3923  12.3164
O  4.1382  7.6895  9.0729
O  7.0845  8.5785  10.0613
O  12.1208  4.2623  19.8895
O  9.5893  4.601  9.5718
O  -1.7261  5.7536  20.5117
O  5.0368  3.7673  20.3726
O  -8.4167  5.6392  20.8196
O  5.6481  7.6336  15.9146
O  -0.2973  12.4077  17.7215
O  7.5008  3.1909  10.2558
O  6.2676  6.1749  9.3468
O  -4.8398  11.9194  15.9399
O  3.9835  4.0209  12.7671
O  -3.7325  -0.8687  19.3752
O  8.2227  6.4265  10.9533
O  2.6766  7.1352  14.1174
O  -0.1103  10.2215  16.1394
O  5.0104  10.1332  9.7533
O  13.9932  3.7261  10.4018
O  -10.4273  5.7196  17.3575
O  1.5  2.9803  16.7269
O  0.5466  6.8502  19.7276
O  4.0667  5.7399  10.8372
O  4.5901  8.7372  13.8033
O  12.4058  11.0369  11.184
O  -9.9478  4.8092  14.9227
O  4.888  -0.7147  16.4406
O  -6.2086  -7.0207  15.1101
O  2.4195  -1.5798  15.4645
O  5.7287  8.7997  18.4659
O  9.8259  9.0432  20.8314
O  -1.2564  10.0919  18.5156
O  5.9074  15.0458  17.8075
O  1.8584  2.0489  19.1737
O  2.5549  3.1586  21.3472
O  -3.058  -0.6268  14.4332
O  1.1189  8.4713  17.6131
O  7.4345  -1.4952  16.5949
O  6.5628  3.8161  12.7438
O  9.0901  4.1797  12.1402
O  5.8187  0.5404  18.544
O  9.3523  3.2341  20.6507
O  -2.4243  0.6056  16.6064
O  0.2981  19.4088  11.6894
O  5.353  6.2159  19.422
O  0.2645  2.2917  9.7827
O  3.5227  4.5863  16.8681
O  7.3254  0.359  10.1188
O  13.9045  -1.2985  12.9056
O  3.0061  -3.8121  18.6368
O  8.4243  9.9281  11.9594
O  -3.5108  12.6022  12.3164
O  8.4044  -0.9183  22.8986
O  3.9846  8.0963  20.8648
O  1.9965  0.2236  17.3114
O  9.9135  11.6821  10.6196
O  -1.9026  8.1019  13.2394
O  2.4917  9.2431  10.3075
O  -16.078  -2.7544  13.6618
O  0.1416  2.0409  21.2481
O  5.487  6.1196  13.6785
O  0.1296  6.7355  13.8255
H  5.6269  2.1664  7.9484
H  1.7722  7.7668  7.9258
H  6.0518  7.8078  7.5001
H  2.2007  7.8268  -9.7406
H  1.9631  2.052  -9.7235
H  5.952  2.0659  -9.903

Results
free energy: -141246.665 eV
free energy less fixed offsets of H -15.97, O -568.88, Si -635.61 eV per atom: 3.015 eV

Forces (eV/angstrom), in the order of the atoms: element, x, y, z
Si  -0.0804  -0.0413  -0.019
Si  -0.0042  0.0709  0.0557
Si  0.1394  0.0249  0.0612
Si  -0.0017  -0.1729  0.4167
Si  0.0325  -0.186  0.2902
Si  -0.0492  -0.0727  -0.0108
Si  -0.0268  0.1779  -0.1364
Si  -0.0037  -0.0938  0.043
Si  0.144  -0.0288  0.0997
Si  0.0449  -0.1473  0.2503
Si  -0.0899  0.0327  0.0425
Si  -0.1979  0.0916  0.2224
Si  0.0661  0.0258  -0.0118
Si  0.0254  0.0476  0.0928
Si  0.0424  0.039  -0.0353
Si  -0.0341  -0.2856  0.1611
Si  0.0623  0.0677  -0.0855
Si  -0.0532  -0.0192  0.0191
Si  -0.0136  0.0622  0.0325
Si  0.0349  0.0637  0.0746
Si  0.0964  0.0154  -0.0142
Si  -0.0446  -0.0888  0.0317
Si  0.0575  -0.0655  -0.034
Si  -0.0353  -0.0552  -0.056
Si  0.0283  0.0586  -0.0104
Si  0.0115  0.0378  0.0081
Si  0.0246  0.0797  0.019
Si  -0.0846  -0.0744  0.0541
Si  -0.006  -0.0482  -0.0314
Si  -0.0246  -0.0582  -0.0011
Si  0.0319  0.2107  -0.0561
Si  0.0057  0.0261  -0.02
Si  -0.0656  0.0669  -0.0815
Si  -0.033  -0.1003  0.033
Si  0.0262  -0.0497  -0.046
Si  0.0003  -0.1038  -0.0235
Si  0.0633  0.0709  0.2023
Si  0.0427  0.0808  0.0952
Si  0.0387  0.0761  0.2763
Si  0.0818  -0.2354  -0.2399
Si  0.0422  -0.1848  0.2184
Si  -0.0141  -0.1596  -0.1041
Si  0.0689  -0.0026  0.1096
Si  -0.0163  -0.0206  0.0109
Si  0.0326  -0.0306  0.2728
Si  0.0292  -0.0377  0.1536
Si  0.0584  0.0228  0.0895
Si  0.0508  -0.0063  0.1058
Si  -0.0155  0.1009  0.1183
Si  -0.02  -0.0332  0.0125
Si  0.0068  -0.0191  0.0506
Si  0.0116  -0.0396  -0.0122
Si  -0.0041  -0.0343  -0.0731
Si  -0.0036  -0.043  0.0081
Si  0.0134  0.2317  0.0001
Si  0.006  0.0417  -0.0366
Si  0.0109  0.0368  -0.0723
Si  0.0001  -0.0057  0.0565
Si  0.0043  0.0843  -0.043
Si  0.0019  -0.0612  0.1062
Si  -0.1276  0.0144  -0.0471
Si  0.0165  0.0383  0.0071
Si  0.0655  0.0519  -0.0045
Si  -0.1004  -0.0044  0.2564
Si  -0.1478  0.0585  0.1723
Si  0.0768  0.0489  -0.2116
Si  -0.1581  -0.002  -0.0634
Si  -0.0295  0.0965  -0.4326
Si  -0.0262  0.0542  0.3664
Si  0.0228  -0.0388  0.3111
Si  -0.1312  -0.0381  -0.1778
Si  0.0176  -0.0053  -0.1049
Si  -0.0287  0.1241  0.02
Si  0.0288  0.1039  -0.0262
Si  0.0695  0.1272  -0.0208
Si  -0.0142  -0.1464  -0.0663
Si  -0.0477  -0.0953  -0.0098
Si  0.0123  -0.1411  0.003
Si  -0.041  0.1887  -0.0456
Si  -0.0285  0.0614  -0.016
Si  -0.0363  0.0792  -0.039
Si  0.0358  -0.1265  -0.0775
Si  0.0569  -0.1207  -0.0742
Si  0.0721  -0.147  0.0087
Si  0.076  0.0354  0.0677
Si  0.0338  0.027  0.0076
Si  -0.0278  0.16  -0.032
Si  -0.0637  -0.1837  -0.0655
Si  -0.0537  -0.009  0.0187
Si  0.0411  -0.0019  0.0744
Si  0.0288  0.0733  0.0248
Si  0.0036  0.0357  0.0113
Si  0.1073  0.0999  -0.0123
Si  -0.1078  -0.1228  -0.0617
Si  -0.0309  -0.0182  0.053
Si  -0.084  -0.0071  0.0103
Si  0.0413  0.0791  -0.0555
Si  0.1098  -0.0596  -0.1091
Si  -0.0829  0.0949  -0.0157
Si  0.0365  0.0318  -0.0536
Si  0.0165  0.1021  0.0417
Si  -0.0293  -0.0225  -0.0029
Si  0.1345  0.1261  -0.0004
Si  0.0151  -0.0425  -0.1642
Si  0.1475  0.0008  -0.1348
Si  -0.0559  0.0089  0.0468
Si  -0.0419  0.1087  -0.0592
Si  -0.249  -0.1407  -0.1481
O  -0.0904  -0.012  0.0493
O  0.0544  -0.0788  0.0624
O  -0.0388  0.0927  0.1126
O  -0.0815  0.0048  0.0789
O  0.0461  -0.0122  0.0364
O  -0.0384  -0.086  0.2147
O  -0.0585  -0.0461  0.1449
O  0.0034  -0.045  0.0371
O  -0.0286  -0.0142  0.0806
O  -0.0343  -0.0006  -0.0972
O  0.0339  -0.0082  -0.0644
O  -0.0851  -0.0603  -0.0224
O  0.0182  -0.0169  -0.0958
O  0.046  -0.1929  -0.1781
O  -0.0019  -0.0942  0.0872
O  0.0105  -0.0359  -0.1298
O  0.0193  -0.0062  -0.0997
O  0.0192  0.0257  -0.1516
Si  0.0021  0.0029  -0.0076
Si  0.1143  0.0301  -0.0685
Si  0.0297  -0.049  -0.091
Si  -0.0338  0.0709  -0.0283
Si  -0.0494  0.0902  -0.0868
Si  -0.0435  0.0165  -0.0682
Si  -0.0198  0.0163  0.0489
Si  0.0258  0.1052  -0.0605
Si  -0.0483  -0.0133  -0.0604
Si  0.0883  -0.0735  0.1182
Si  -0.0227  -0.043  -0.0546
Si  -0.1028  0.0928  -0.1638
Si  0.0615  0.1371  0.1092
Si  0.0732  -0.0032  -0.0318
Si  -0.039  -0.0156  -0.0522
Si  0.0453  0.0174  0.008
Si  -0.0753  -0.1045  0.1457
Si  0.0321  0.0022  -0.0973
Si  -0.0006  -0.03  -0.002
Si  0.0321  -0.063  0.1031
Si  0.024  0.0415  -0.0825
Si  -0.0089  -0.0708  -0.0391
Si  0.0722  -0.0126  0.0033
Si  -0.0398  -0.1258  -0.116
Si  -0.0124  0.0429  -0.0093
Si  0.0152  -0.0377  -0.0254
Si  -0.0196  -0.0069  -0.0707
Si  -0.0476  -0.0144  0.1573
Si  0.0563  0.0097  0.0098
Si  -0.0074  -0.0147  -0.2044
Si  -0.0306  -0.0143  0.0916
Si  -0.0047  -0.0675  0.1488
Si  -0.0136  -0.0586  0.0067
Si  -0.0256  -0.0618  0.0009
Si  0.0802  -0.0224  -0.0194
Si  -0.0068  -0.0368  0.0905
Si  0.0451  0.0525  -0.0286
Si  0.0325  -0.0373  0.0152
O  0.0043  0.0284  -0.0162
O  -0.0026  -0.0151  -0.0878
O  0.0022  0.0044  0.071
O  0.0391  0.067  -0.0869
O  -0.0199  0.0245  0.067
O  -0.0186  0.0338  0.0398
O  0.0323  -0.0183  0.0437
O  -0.0125  0.0188  0.0076
O  -0.0027  0.0421  0.0464
O  0.0042  0.0588  -0.0757
O  0.03  0.0354  -0.1108
O  -0.0045  -0.0096  -0.0863
O  0.0124  -0.025  -0.0134
O  -0.114  -0.0214  0.0111
O  0.0211  0.0153  0.0803
O  0.085  -0.0111  0.0255
O  -0.0331  0.0523  -0.0103
O  -0.0119  0.0072  -0.0136
O  0.0645  0.0211  -0.0714
O  0.0519  -0.0403  0.1288
O  -0.0712  -0.0178  -0.0215
O  -0.0192  0.0048  -0.0169
O  0.0942  0.0636  0.1163
O  0.0567  0.0065  0.0918
O  -0.0103  0.0428  0.0047
O  0.0082  0.0142  -0.0187
O  -0.0422  -0.0442  -0.0261
O  -0.0853  -0.0776  0.1509
O  -0.0065  0.0006  0.0263
O  -0.048  -0.0151  0.0384
O  -0.0066  0.1098  -0.0753
O  -0.0076  -0.0017  -0.0055
O  0.0037  -0.0115  -0.0071
O  -0.0346  -0.0161  -0.0313
O  0.0132  0.0007  0.0407
O  -0.0004  0.0306  -0.0998
O  -0.0038  -0.0332  -0.0231
O  0.0363  0.0134  0.0355
O  -0.024  0.0334  -0.0261
O  0.0155  0.0851  -0.1375
O  0.0147  -0.0224  -0.0617
O  -0.0133  -0.0268  -0.008
O  -0.0231  -0.0078  -0.0224
O  0.044  -0.0319  0.0191
O  0.0165  -0.0121  0.0707
O  0.0095  0.0013  0.0004
O  -0.025  0.0488  -0.0636
O  0.0223  -0.0274  0.0172
O  -0.0514  -0.0167  0.0437
O  0.042  -0.0245  -0.0462
O  -0.0187  -0.0537  0.0414
O  0.019  0.0206  -0.021
O  0.0241  0.0145  0.0776
O  -0.0308  -0.0228  0.0279
O  0.0105  -0.012  -0.0757
O  0.0112  0.0328  0.0375
O  0.0106  -0.0317  0.0596
O  -0.0438  0.0191  -0.1119
O  0.0394  0.066  -0.047
O  0.0304  -0.0081  -0.0133
O  -0.0139  -0.0201  0.0801
O  0.0056  0.0138  -0.0133
O  -0.0683  0.0001  0.0847
O  0.0535  0.0289  -0.007
O  -0.0499  0.0329  -0.0921
O  -0.0089  -0.0299  0.0075
O  -0.0025  0.0133  -0.045
H  -0.0065  -0.0482  -0.1366
H  0.0046  -0.0381  -0.0716
H  -0.0006  -0.0055  -0.0157
H  -0.0037  0.1935  -0.3331
H  -0.0017  0.2595  -0.461
H  -0.0004  0.1772  -0.3449

The program warned: the cutoff lies below the one the program advises for these potential files; the exchange-correlation potential is rough where the density is thin.
